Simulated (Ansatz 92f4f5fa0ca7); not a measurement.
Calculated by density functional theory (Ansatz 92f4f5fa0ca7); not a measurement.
Periodic cell of 239 atoms, Si134O105, from a study of silicon, its oxide and their interface. The atomic structure is a simulated model.

Settings
functional: r2SCAN
potential files: Ansatz norm-conserving
basis: plane waves
wave-function cutoff: 1300 eV
density cutoff ratio: 4
exchange-correlation grid ratio: 1
k mesh: 2 x 2 x 1, shifted by 0.5 0.5 0.5 of a step
self-consistency stop: 5e-08 eV per atom in the density residual
occupations: Fermi-Dirac, 0.05 eV
spin: none
net charge: 0

Cell vectors (angstrom)
a	11.5403	0	0
b	0	15.3871	0
c	-3.2111	-6.742	22.7997

Atoms: element, x, y, z (angstrom)
Si	1.7801	-1.4815	0.4305
Si	1.108	2.5343	-0.6078
Si	2.4272	7.7806	-0.3422
Si	1.7426	11.4449	0.6061
Si	3.7646	-0.7545	1.666
Si	5.9856	3.4556	0.7884
Si	3.9647	6.4402	-1.4656
Si	5.4784	11.3767	0.6558
Si	8.3783	-0.6793	-3.394
Si	6.753	1.6281	-4.7835
Si	5.8363	7.1956	0.6525
Si	9.8529	9.4486	-0.5789
Si	7.8763	2.0312	1.1878
Si	3.5924	3.1817	1.5198
Si	3.6446	7.3176	1.6439
Si	3.5845	11.011	1.9546
Si	6.0495	-1.8031	1.1565
Si	5.2117	3.6787	-1.3846
Si	7.2272	5.4342	1.2636
Si	7.2388	8.99	1.0004
Si	11.2255	-0.6745	1.5217
Si	10.1258	3.0302	1.3412
Si	9.6822	5.4138	1.0793
Si	11.3924	10.7231	1.814
Si	3.5218	1.3252	2.9813
Si	3.2222	5.2281	2.7988
Si	3.5045	9.049	3.2323
Si	3.4972	12.9448	3.273
Si	7.3057	0.936	3.2996
Si	7.1831	5.9524	3.4888
Si	7.358	8.3446	3.3091
Si	7.0899	13.8655	3.2641
Si	11.0223	1.4016	2.9146
Si	10.8971	6.2046	2.9989
Si	11.2318	8.7157	3.1745
Si	11.061	12.8352	2.9623
Si	1.4694	1.4536	4.2677
Si	1.3088	5.388	4.2638
Si	1.5608	8.9959	4.5797
Si	1.4535	12.874	4.408
Si	5.3298	1.3989	4.5539
Si	5.0661	5.2549	4.3103
Si	5.433	9.0596	4.574
Si	5.3572	13.0517	4.6759
Si	9.2236	1.5269	4.4932
Si	9.2567	5.4452	4.5578
Si	9.2767	9.0068	4.4144
Si	9.1391	13.1696	4.2739
Si	1.4773	-0.5143	5.6652
Si	1.3027	3.4356	5.7009
Si	1.4797	7.113	5.9869
Si	1.623	10.9636	5.8612
Si	5.2438	-0.4796	6.0386
Si	5.2614	3.4381	5.8214
Si	5.1747	7.0581	5.7828
Si	5.4477	11.0353	5.9346
Si	9.2436	-0.3227	5.8459
Si	9.198	3.4727	5.9319
Si	9.1674	7.2557	5.9903
Si	9.1946	11.104	5.3765
Si	3.2301	-0.6027	7.2683
Si	3.2311	3.3164	7.1393
Si	3.4146	7.0063	7.3398
Si	3.5359	10.9183	7.4059
Si	7.281	-0.3958	7.1894
Si	7.1805	4.1549	7.1209
Si	7.1403	6.5589	6.9374
Si	7.5585	11.0406	6.9734
Si	11.2002	-0.3355	7.0929
Si	11.1113	3.4402	7.4473
Si	11.02	7.324	7.4214
Si	11.039	11.0907	6.8222
Si	2.8621	1.3599	8.4946
Si	5.2408	3.6632	10.6151
Si	3.9373	8.877	8.6417
Si	2.9987	12.8537	8.704
Si	6.872	0.8304	9.2276
Si	7.2971	3.6899	9.4638
Si	7.0026	7.7736	8.9456
Si	7.4999	12.1858	10.2543
Si	11.9245	1.3106	8.6814
Si	10.8078	5.506	8.8569
Si	10.6442	9.4757	8.4818
Si	10.6015	13.024	8.0339
Si	11.6081	-0.2651	10.529
Si	1.3659	5.8294	9.9413
Si	11.727	10.5469	10.4024
Si	0.6903	12.8656	9.738
Si	4.6548	1.4426	10.0861
Si	3.2048	5.0773	8.7188
Si	2.686	8.7156	10.5599
Si	5.2713	12.5373	10.9944
Si	8.5454	-0.8161	11.2525
Si	8.6538	5.447	10.227
Si	8.2741	9.6954	8.8017
Si	8.0615	12.9817	8.1395
Si	10.8721	-1.0164	15.1793
Si	9.2254	-2.6943	19.5276
Si	7.9221	7.1314	15.499
Si	1.5668	-0.1386	13.3112
Si	8.0737	-0.7072	14.1209
Si	3.165	2.9303	18.8978
Si	3.7626	-2.1704	18.9733
Si	7.7825	0.6698	21.9104
Si	7.7931	3.8639	19.6621
Si	7.9614	-8.454	18.5729
Si	9.6183	6.4086	12.9715
Si	3.1146	9.5764	15.0466
Si	9.883	9.4558	12.7909
Si	5.4814	5.3748	15.2781
Si	10.1737	-3.502	16.8111
Si	4.6039	9.8478	12.5705
Si	7.2099	-3.119	15.6333
Si	0.9624	5.1675	12.9336
Si	5.0853	3.5154	13.0119
Si	5.9342	3.0574	17.3264
Si	1.0022	3.7812	16.8403
Si	6.1169	1.2427	14.8177
Si	5.2872	-7.2208	22.4838
Si	1.8905	0.1672	18.5544
Si	2.7525	6.5827	15.1032
Si	2.0933	2.8251	14.1451
Si	6.6728	-1.8469	18.3003
Si	4.4849	-0.4464	12.745
Si	11.5854	9.4115	15.493
Si	10.4393	3.2739	21.5044
Si	7.2357	-5.6267	14.0593
Si	9.9576	8.5631	20.5166
Si	10.9752	1.2474	17.0992
Si	1.8549	4.3097	21.1524
Si	1.0778	6.7686	16.6652
Si	8.7452	0.1027	18.9411
Si	2.3665	6.998	19.5933
Si	1.2526	9.6442	19.8624
O	-0.3288	2.7639	0.101
O	2.366	2.7121	0.4248
O	8.0178	0.6705	20.2694
O	10.306	10.4759	0.585
O	4.7361	-5.7006	22.658
O	4.0191	-8.1881	22.82
O	6.6196	-7.5166	23.3641
O	3.2015	-2.4833	20.4634
O	6.8987	-0.6225	22.4259
O	5.4073	7.0535	-0.9462
O	6.833	10.5515	1.1441
O	8.3774	8.8533	-0.1561
O	7.8822	2.1143	9.5495
O	4.3361	4.9022	9.9523
O	5.488	8.3824	9.1801
O	4.2165	13.0379	9.8519
O	10.0244	-0.2427	10.9609
O	7.4552	-0.4077	10.1384
O	1.6471	9.9502	10.8463
O	2.0069	-1.2522	-1.227
O	9.3411	9.735	21.4532
O	9.2133	0.4873	22.65
O	1.2788	3.6142	-1.7914
O	0.3831	3.6386	20.8707
O	10.5443	0.4691	15.7502
O	4.5939	2.2797	-1.9488
O	3.9637	6.8734	19.2721
O	4.0073	4.7948	-1.2726
O	1.8254	5.778	20.4632
O	0.8354	-0.0373	19.7444
O	8.9076	-0.6208	-1.8767
O	5.2579	-1.5311	19.0303
O	1.8024	1.2484	14.0995
O	7.5268	-0.4804	17.9899
O	10.7784	9.3329	14.1223
O	2.7335	-1.1757	18.2074
O	0.6481	-1.087	14.253
O	1.7512	7.3724	10.4334
O	1.2846	5.019	11.3668
O	10.7015	10.2761	11.6658
O	7.5991	0.5774	15.0039
O	10.9323	10.5266	16.4441
O	4.4403	0.6773	11.5659
O	3.7971	-5.4947	16.4751
O	5.7403	1.752	16.3385
O	3.7467	8.6939	11.8124
O	5.4859	4.9386	13.7105
O	4.8137	11.073	11.5466
O	10.9925	-2.1713	16.328
O	7.9315	-0.1935	12.6085
O	9.0249	5.3943	11.849
O	7.2553	3.0536	18.3101
O	7.5614	6.7246	10.1061
O	6.0215	-6.1651	13.1191
O	8.5425	12.9417	11.3017
O	1.5429	9.9019	15.1533
O	7.9302	5.4517	19.2534
O	0.8784	0.192	11.8804
O	11.5631	7.9555	16.2346
O	1.9793	10.0284	18.4395
O	11.1476	5.9695	13.2762
O	9.5827	-1.2796	14.2539
O	2.9831	1.3253	18.8225
O	1.9149	3.694	18.1754
O	2.9635	-0.9098	13.0912
O	3.7826	10.4364	13.8605
O	5.2754	-1.7621	12.2188
O	7.0824	3.1898	-4.639
O	6.3454	-2.6339	16.9166
O	9.7524	1.1228	18.1735
O	8.493	10.2354	13.1391
O	9.6926	-1.1572	19.3333
O	6.5906	-4.441	14.961
O	3.3829	8.0234	14.6869
O	2.0476	3.329	15.6842
O	5.1122	0.1299	14.1567
O	7.8785	-6.6832	15.1186
O	9.5679	7.9179	12.3454
O	7.8006	0.7661	-3.884
O	8.917	7.9544	19.4097
O	6.4397	-7.8604	18.5054
O	6.1161	4.3087	16.3132
O	0.3817	5.2777	16.6737
O	8.719	-3.4536	16.1122
O	7.1405	-1.9672	14.5117
O	8.826	6.3391	14.3994
O	3.5501	3.1268	13.4878
O	0.9001	0.5826	17.3529
O	11.2469	9.1769	19.7147
O	3.9526	5.6668	15.7282
O	4.6026	3.2618	18.2314
O	-0.3181	2.8313	16.8751
O	1.5661	7.085	18.1856
O	0.8803	3.613	13.4113
O	6.1251	2.4603	13.7322
O	10.0262	-3.5675	18.4207
O	6.3731	6.6992	15.4011
O	2.1715	5.9084	13.7322
O	7.8524	10.5644	10.1878
O	9.8857	10.2975	-1.9898
O	7.6093	-2.7899	19.257
O	8.4742	6.8863	17.0161
O	3.0574	3.44	20.4391
O	2.0964	8.3737	20.4346
O	9.2481	3.417	20.3002

Results
free energy: -64502.599 eV
free energy less fixed offsets of O -463.61, Si -117.95 eV per atom: -18.249 eV
pressure: -2.41 GPa
stress xx, yy, zz, yz, xz, xy (GPa, positive in tension): 3.6, 2.07, 1.57, -0.11, 0.13, -0.25

Forces (eV/angstrom), in the order of the atoms: element, x, y, z
Si	0.3229	0.04	-0.8644
Si	0.0339	0.1278	-0.0915
Si	-0.3911	-0.0786	0.0043
Si	0.038	0.0789	-0.1192
Si	0.0426	0.0686	0.1176
Si	0.0738	0.0278	-0.0996
Si	0.8274	-0.5441	-0.7934
Si	0.0703	-0.1109	-0.0709
Si	0.0029	0.1546	-0.4844
Si	0.288	0.0132	-0.1483
Si	-0.2948	0.5307	-0.7355
Si	-0.3145	-0.1183	-0.219
Si	-0.852	-0.4793	-0.1909
Si	-0.5634	-0.2601	0.2263
Si	0.2005	-0.0434	0.6977
Si	0.0185	-0.0595	0.2261
Si	0.3367	0.3878	-0.3906
Si	0.5726	0.1909	-0.1189
Si	0.0905	-0.1446	-0.0792
Si	-0.2609	-0.6142	0.6947
Si	-0.7746	-0.1065	-0.4439
Si	0.6628	-0.3163	-0.3598
Si	-0.0396	0.1145	-0.2443
Si	-0.4066	-0.0561	-0.4207
Si	0.0438	-0.1013	0.1798
Si	0.0872	0.0933	-0.1669
Si	0.1253	-0.0724	-0.1054
Si	-0.0639	-0.0917	0.0024
Si	-0.1195	-0.0438	-0.2238
Si	0.0467	-0.2172	0.24
Si	-0.001	0.1401	-0.1418
Si	0.1314	0.131	0.0577
Si	-0.0531	0.1333	0.2341
Si	0.1531	0.2083	-0.0127
Si	0.0965	-0.2394	0.3001
Si	0.285	-0.1466	0.4083
Si	0.0127	-0.0742	0.0668
Si	-0.0399	-0.0473	0.0373
Si	0.1224	0.0137	0.068
Si	0.132	0.1464	0.1627
Si	-0.0539	0.0731	-0.0393
Si	0.2441	0.0446	0.1014
Si	-0.0615	0.0159	-0.104
Si	0.0227	-0.0865	-0.0559
Si	-0.0426	-0.079	0.0726
Si	-0.0247	-0.0152	-0.0814
Si	-0.1254	0.034	0.1493
Si	-0.0387	0.0372	0.0877
Si	-0.0238	-0.1463	-0.2213
Si	0.173	-0.1503	0.0932
Si	-0.3361	0.1281	0.0753
Si	-0.0395	0.0917	-0.0354
Si	-0.1552	0.1067	0.0396
Si	-0.1257	-0.0796	0.1427
Si	-0.3136	0.0785	0.1453
Si	0.1717	-0.0152	0.0602
Si	-0.0943	0.2431	-0.2542
Si	0.0957	-0.0398	0.1087
Si	0.3113	0.3309	0.078
Si	0.0419	-0.1914	-0.0125
Si	-0.0388	0.0255	-0.1873
Si	0.1276	-0.1327	-0.1858
Si	0.1707	-0.0101	-0.3099
Si	-0.0445	0.0907	-0.4334
Si	0.0526	0.0938	0.1876
Si	-0.1313	0.0395	-0.3495
Si	-0.1245	0.0754	0.2637
Si	-0.1088	-0.0902	0.2092
Si	0.0246	0.0109	-0.1476
Si	-0.0763	-0.0544	0.1502
Si	-0.009	0.2713	-0.3566
Si	-0.0852	0.0472	-0.0014
Si	-0.2721	-0.0257	-0.3797
Si	-0.4123	0.2889	-0.0536
Si	0.7341	-0.5979	0.0251
Si	0.2822	0.2347	0.3302
Si	0.5928	-0.5143	-0.2211
Si	0.4152	-0.3638	-0.157
Si	-0.1968	-0.5456	-0.1911
Si	0.0749	-0.2664	-0.0744
Si	0.0818	0.0254	-0.2136
Si	0.0608	-0.2454	0.1027
Si	0.1901	0.0567	0.0556
Si	-0.1138	-0.1756	0.1924
Si	-0.0937	0.2148	0.7117
Si	-0.4497	0.0765	0.941
Si	-0.242	-0.0088	0.6368
Si	-0.1329	-0.1182	0.0427
Si	-0.1998	-0.2359	0.595
Si	0.5119	0.204	0.0183
Si	-0.3303	0.026	0.5957
Si	0.1238	-0.2066	0.3623
Si	0.2243	-0.0004	0.3996
Si	0.0303	0.6717	0.5916
Si	0.035	0.3417	0.3349
Si	0.4371	-0.0825	0.0144
Si	-0.0379	-0.0683	0.0554
Si	-0.1267	-0.0994	-0.4459
Si	-0.0852	0.1321	0.2062
Si	-0.186	-0.0844	0.2403
Si	0.137	-0.1185	0.4911
Si	0.0376	-0.0793	-0.2593
Si	0.0474	-0.142	-0.1956
Si	-0.1106	-0.2847	-0.6302
Si	0.0577	0.2809	-0.6123
Si	-0.2563	0.1749	-0.3983
Si	-0.0019	0.2076	0.492
Si	0.1262	0.2092	0.2621
Si	-0.0056	0.17	0.1717
Si	0.0336	0.1614	0.2146
Si	0.0196	-0.0214	-0.179
Si	0.1655	-0.0597	0.7238
Si	-0.1065	-0.0669	0.1739
Si	0.135	-0.1869	0.2953
Si	-0.0589	0.1027	0.8103
Si	-0.012	-0.0365	-0.3254
Si	-0.2519	-0.0746	-0.012
Si	0.206	0.0597	0.3051
Si	-0.0472	0.203	-0.5612
Si	0.1498	-0.1384	-0.3019
Si	0.4978	0.0117	-0.349
Si	0.0093	-0.0226	0.0623
Si	-0.3036	-0.1967	-0.1767
Si	-0.0923	-0.1078	0.5141
Si	0.1041	0.1063	0.3518
Si	-0.1155	0.5895	-0.7811
Si	-0.0718	-0.0724	0.4098
Si	-0.0847	-0.0478	-0.6057
Si	-0.026	0.0252	-0.3118
Si	0.1709	0.0344	-0.33
Si	-0.5847	0.0795	0.4127
Si	0.0306	-0.2241	-0.6778
Si	0.2912	0.1612	-0.3774
Si	0.2504	0.1243	-0.3303
O	-0.1463	0.0121	0.0243
O	0.3538	0.2617	0.1438
O	0.1181	-0.0125	0.6271
O	-0.1493	0.1253	0.1349
O	0.3551	-0.099	0.468
O	-0.0956	0.0737	0.2565
O	0.3632	0.0963	0.3207
O	-0.2485	-0.0234	-0.1081
O	0.2232	0.0351	0.1367
O	-0.5337	-0.2454	0.0245
O	-0.2901	0.4172	-0.2207
O	0.5629	0.4507	-0.1326
O	-0.5293	0.2102	0.026
O	-0.1125	-0.3196	-0.2259
O	-0.547	0.4205	-0.1683
O	-0.4162	-0.038	-0.1515
O	-0.1515	-0.2489	-0.1852
O	-0.1536	0.5535	0.179
O	0.1081	-0.251	-0.2753
O	-0.0875	-0.1088	0.6041
O	0.0144	0.0956	0.1188
O	0.1154	-0.1509	0.1414
O	-0.0107	-0.0257	0.2153
O	-0.3052	-0.109	0.1204
O	0.1314	-0.1192	0.1662
O	-0.1206	-0.0276	-0.1114
O	-0.2686	0.1209	0.1972
O	-0.0409	0.321	0.0622
O	-0.0432	-0.1608	0.1624
O	-0.0042	-0.0117	0.1812
O	-0.1113	-0.1044	0.5108
O	0.0319	-0.071	-0.0317
O	0.0906	0.0478	-0.1121
O	0.2927	-0.0248	0.4117
O	-0.1274	-0.0553	-0.2757
O	-0.0962	0.1636	0.2962
O	0.03	0.2703	-0.1417
O	0.062	-0.0642	-0.1393
O	0.0744	0.2571	-0.2928
O	0.0404	0.0078	-0.2498
O	-0.2049	-0.1671	-0.3439
O	-0.0385	-0.0341	-0.1223
O	0.1892	0.1047	-0.3102
O	-0.2557	-0.1202	-0.0846
O	0.0697	0.2151	-0.168
O	-0.2736	-0.0301	-0.2335
O	-0.158	-0.2458	0.0971
O	-0.0565	0.1398	-0.1198
O	-0.2292	0.0604	-0.09
O	0.0813	-0.172	-0.3372
O	-0.1629	0.0903	-0.6715
O	0.0002	0.1566	0.4047
O	0.4524	-0.3518	-0.1328
O	-0.171	0.2104	-0.2328
O	-0.1437	0.1789	-0.0304
O	0.0497	-0.2531	-0.0305
O	-0.0444	-0.3999	0.1765
O	0.0054	-0.1445	-0.1041
O	0.3808	-0.1486	-0.1049
O	-0.0714	-0.0965	0.3667
O	-0.0203	-0.007	-0.249
O	-0.2322	0.1424	-0.002
O	-0.1931	0.1707	0.0674
O	0.1175	-0.1161	0.0636
O	0.2468	0.228	-0.2367
O	0.1176	-0.2955	-0.4062
O	-0.1596	0.0957	-0.2252
O	-0.1143	0.1094	0.1834
O	0.3236	0.1585	0.0982
O	-0.0597	-0.2051	0.223
O	0.0603	-0.1577	-0.0882
O	-0.2322	0.1264	0.224
O	0.243	-0.044	-0.2158
O	-0.1917	-0.2298	0.0977
O	-0.0392	-0.015	-0.1341
O	-0.0615	0.0572	-0.4437
O	-0.0231	-0.0733	-0.2881
O	0.0283	-0.1257	-0.0256
O	-0.1442	-0.1998	0.0839
O	0.2688	0.0597	0.4524
O	0.0942	-0.0999	0.2812
O	-0.1455	-0.0978	-0.0479
O	0.3963	0.1191	-0.0507
O	0.0034	0.1185	0.0702
O	0.248	0.1875	-0.0816
O	0.0915	0.0909	-0.3709
O	0.1876	0.0321	-0.1756
O	-0.0319	0.108	0.1809
O	-0.0708	-0.0847	0.2965
O	-0.1804	0.2442	-0.2737
O	-0.0975	-0.053	0.1161
O	0.2851	-0.1082	0.117
O	0.0971	-0.0651	0.0438
O	0.2318	0.2092	0.009
O	-0.2759	0.007	-0.176
O	-0.169	0.2814	0.2445
O	0.064	-0.1779	-0.0653
O	-0.1469	-0.0806	-0.0276
O	0.1353	0.3284	-0.3852
O	-0.0411	-0.089	0.3899
O	0.3063	0.267	0.0223
O	-0.1544	-0.0243	0.0142
O	-0.2946	0.0957	0.1704
O	-0.1189	-0.144	-0.053
O	0.5811	-0.2455	0.5531
